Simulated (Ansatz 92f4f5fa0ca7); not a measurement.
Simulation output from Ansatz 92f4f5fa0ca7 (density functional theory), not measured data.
Periodic cell of 237 atoms, Si147O90, from a study of silicon, its oxide and their interface. The atomic structure is a simulated model.
Doubt: the cutoff is low for norm-conserving oxygen, so forces and energies are approximate.
Doubt: the program's own warning below bears on the result.
This geometry differs little from another in the collection (a relaxation step or a small displacement).

Settings: functional HSE06; potential files SPMS norm-conserving; basis plane waves; wave-function cutoff 800 eV; density cutoff ratio 4; exchange-correlation grid ratio 1; k mesh 1 x 1 x 1, Gamma-centred; occupations fixed; spin none; net charge 0.

Cell vectors (angstrom)
a  11.6015  0  0
b  0  10.938  0
c  0  0  32.0622

Atoms: element, x, y, z (angstrom)
Si  -0.1946  -0.0642  23.2752
Si  3.6712  0.2023  23.1068
Si  7.5525  -0.136  23.4495
Si  1.6875  1.3745  23.4208
Si  5.7362  1.4043  23.1895
Si  9.443  1.2265  23.3643
Si  0.1591  5.3126  23.4617
Si  4.1236  5.295  23.399
Si  8.0339  5.609  23.5494
Si  2.1586  6.5814  23.3715
Si  5.9674  6.768  23.4845
Si  10.0104  6.8687  23.6048
Si  1.9036  2.6649  25.3879
Si  5.8347  2.6563  25.2519
Si  9.6291  2.6857  25.2644
Si  11.5966  4.0051  25.3888
Si  3.8941  3.9712  25.3272
Si  7.7444  4.0954  25.3502
Si  1.9728  8.1526  25.1899
Si  5.7759  8.1689  25.3695
Si  9.7107  8.2642  25.441
Si  11.6377  9.5628  25.2645
Si  3.8667  9.5883  25.0714
Si  7.691  9.5216  25.4131
Si  11.6485  -0.0097  27.2105
Si  3.9037  -0.0519  27.1188
Si  7.7612  -0.0209  27.2961
Si  1.9859  1.3129  27.2889
Si  5.833  1.3228  27.2018
Si  9.6944  1.333  27.2111
Si  11.5905  5.4718  27.2389
Si  3.8476  5.4226  27.2187
Si  7.7153  5.4645  27.2731
Si  1.9372  6.8234  27.1711
Si  5.7619  6.7989  27.2792
Si  9.6549  6.8205  27.2986
Si  1.944  2.7228  29.1901
Si  5.798  2.7231  29.1278
Si  9.6794  2.7273  29.1458
Si  0.0125  4.0965  29.1629
Si  3.8666  4.0919  29.1729
Si  7.7359  4.0881  29.1859
Si  1.9409  8.1896  29.1186
Si  5.7964  8.1854  29.1889
Si  9.6734  8.1933  29.2181
Si  0.0066  9.5583  29.1511
Si  3.8741  9.5599  29.1098
Si  7.7353  9.5467  29.2118
Si  0.0021  0.0005  31.092
Si  3.8614  0.0049  31.0614
Si  7.7307  0.0091  31.1165
Si  1.9305  1.3704  31.1221
Si  5.7957  1.3702  31.0655
Si  9.6691  1.3654  31.0903
Si  0.0109  5.4693  31.0947
Si  3.8701  5.4759  31.1026
Si  7.7416  5.4662  31.1236
Si  1.9394  6.8441  31.0716
Si  5.8053  6.8327  31.1212
Si  9.6786  6.8293  31.1464
Si  1.9316  2.7528  0.9903
Si  5.7965  2.7506  0.9295
Si  9.6671  2.7368  0.9692
Si  -0.0102  4.1105  0.9642
Si  3.8656  4.1191  0.9803
Si  7.7392  4.111  0.9985
Si  1.9314  8.2188  0.9454
Si  5.7966  8.2299  0.9699
Si  9.6694  8.2237  1.0078
Si  -0.0007  9.5929  0.9822
Si  3.8601  9.5944  0.9579
Si  7.7373  9.5833  0.9876
Si  11.6101  0.0378  2.9225
Si  3.8566  0.026  2.9141
Si  7.7406  0.027  2.9061
Si  1.9351  1.4059  2.9322
Si  5.8114  1.3714  2.8362
Si  9.6615  1.3903  2.9231
Si  11.5666  5.5077  2.8714
Si  3.8771  5.5021  2.9135
Si  7.7375  5.5185  2.9224
Si  1.914  6.828  2.8584
Si  5.8092  6.8667  2.891
Si  9.6609  6.9043  2.9737
Si  1.9133  2.8374  4.8284
Si  5.8366  2.7288  4.7469
Si  9.5991  2.8015  4.8364
Si  11.5416  4.1398  4.7832
Si  3.9191  4.1038  4.8266
Si  7.7168  4.2099  4.8865
Si  1.8881  8.1516  4.8011
Si  5.8086  8.2641  4.7919
Si  9.6612  8.326  4.9136
Si  11.6329  9.6572  4.888
Si  3.818  9.491  4.7896
Si  7.7221  9.6825  4.8923
Si  11.5952  0.2345  6.7774
Si  3.7542  -0.0488  6.6569
Si  7.7116  0.0604  6.9135
Si  2.0467  1.5067  6.7624
Si  5.7116  1.2796  6.6235
Si  9.644  1.5239  6.8332
Si  11.525  5.5025  6.7023
Si  3.9805  5.4352  6.7946
Si  7.737  5.6735  6.8311
Si  1.9742  6.6466  6.6527
Si  5.8109  6.9791  6.7504
Si  9.7534  7.043  6.9153
O  9.9961  7.974  8.3045
O  7.6598  9.9386  8.2247
O  7.4015  4.7349  8.1681
O  3.3776  10.3516  8.209
O  2.0319  7.5632  8.024
O  4.0011  4.5883  8.2511
O  9.7794  2.4513  8.2222
O  2.6128  2.3413  8.124
O  11.3868  4.5761  8.0731
O  5.3603  2.3731  7.8192
O  5.8147  7.9836  8.0896
O  11.3129  10.3161  8.1572
O  11.2775  10.0854  21.7966
O  3.2298  10.7138  21.5294
O  5.7741  7.7695  22.1644
O  4.2254  4.4493  21.9483
O  7.6802  9.6817  22.1932
O  10.3216  7.673  22.1863
O  1.6144  2.4008  22.1163
O  5.948  2.4368  21.8802
O  8.4418  4.6997  22.2161
O  -0.0735  4.4489  22.0392
O  2.3416  7.3656  21.9267
O  9.1294  1.8817  21.868
Si  1.9123  7.7887  9.608
Si  5.0369  0.5801  17.6891
Si  2.4899  5.4192  14.0192
Si  10.5612  3.8627  14.0516
Si  8.2783  2.3864  15.2624
Si  9.5497  2.2427  20.3416
Si  10.5073  3.6514  9.0772
Si  0.0324  2.316  11.5685
Si  11.0228  8.135  15.3975
Si  5.1638  6.9337  13.9912
Si  5.7521  2.6172  11.1192
Si  8.582  7.6661  19.3919
Si  8.1198  4.8442  20.63
Si  5.9184  9.5866  15.2038
Si  2.1134  7.6344  20.3427
Si  1.9259  4.8901  18.7882
Si  4.4954  3.4423  18.0156
Si  8.5041  8.9253  16.8195
Si  0.8293  9.4811  13.3015
Si  9.9092  10.653  11.7249
Si  5.353  3.7054  21.0169
Si  0.5858  5.5237  16.262
Si  10.7812  9.1519  9.149
Si  6.5659  8.8929  21.2909
Si  7.1173  7.1092  11.4884
Si  2.6741  0.7357  12.2175
Si  10.891  8.6803  21.0439
Si  6.0368  4.3261  15.6346
Si  7.0842  0.4895  12.9783
Si  4.0587  2.9809  8.5943
Si  0.878  6.7418  11.8954
Si  6.5712  9.0491  9.0789
Si  0.6667  3.2882  21.145
Si  9.8003  6.5093  12.8924
Si  7.7158  4.5374  9.7524
Si  3.9854  10.0713  20.2189
Si  4.2618  3.038  13.5303
Si  3.8555  10.0132  9.7384
Si  8.0562  0.7786  18.0353
O  11.5071  3.2264  12.9019
O  9.3405  4.4744  9.8856
O  8.8058  3.603  19.8572
O  4.0364  -0.0597  18.8103
O  11.3279  4.5375  15.3106
O  9.8529  9.7956  10.3285
O  3.7659  1.5337  13.1376
O  0.6514  9.0615  14.8681
O  6.4743  0.9761  18.3828
O  4.7579  3.1679  19.6069
O  6.2514  1.1832  11.7475
O  0.5412  8.6345  9.8724
O  5.643  4.3183  17.2289
O  8.4433  7.2038  12.4002
O  4.4086  2.6339  10.1563
O  2.07  5.6509  15.5755
O  3.3756  0.0667  10.9173
O  5.8877  7.2214  12.5509
O  2.3052  6.3522  19.3767
O  0.6516  4.9372  17.776
O  8.4137  10.6908  12.3741
O  5.4753  10.072  9.7059
O  0.5966  8.1923  20.2051
O  9.7681  2.6059  14.6897
O  2.0009  10.5912  13.2233
O  9.9443  9.1062  16.1043
O  6.1456  10.3543  13.777
O  7.4633  1.5961  14.1062
O  1.6473  3.9198  20.0402
O  5.9038  5.7916  14.9185
O  7.339  8.9434  15.696
O  1.5096  1.6713  11.6049
O  7.2012  8.2884  10.3676
O  4.3241  1.9886  17.2811
O  7.0357  3.1636  10.2858
O  11.5445  7.0089  16.4393
O  8.2824  10.1381  17.8455
O  3.2639  8.5396  10.1062
O  7.585  3.8392  15.5201
O  3.138  4.3041  17.8972
O  2.9017  3.89  13.7007
O  1.3347  8.2025  12.4458
O  1.2084  5.6763  13.0632
O  4.9746  8.303  14.8637
O  11.1719  2.3912  20.3332
O  10.9784  9.9905  12.7585
O  5.2893  3.5768  12.3666
O  5.0854  3.198  14.9206
O  6.4886  4.8012  20.5599
O  8.3988  1.5629  16.6551
O  10.4094  1.2417  11.4585
O  10.8727  6.613  11.6593
O  3.2519  8.6771  19.8486
O  1.7147  6.4403  10.52
O  7.1652  8.1922  19.9719
O  8.4978  7.5836  17.7599
O  3.6755  6.4297  13.6084
O  9.5654  4.9612  13.3521
O  5.5184  9.9889  20.7459
O  10.3306  7.3688  14.1509
O  8.7859  6.1627  19.9681
O  7.0717  5.7112  10.6642
O  5.2642  10.5431  16.3772
O  9.0518  1.1449  19.2617
O  11.5758  3.1658  10.1883
O  9.74  8.7074  19.8905

Results
free energy: -56968.803 eV
free energy less fixed offsets of O -447.96, Si -113.29 eV per atom: 1.227 eV
gap between the highest filled and lowest empty level on this k mesh: 1.492 eV

The program warned: the cutoff lies below the one the program advises for these potential files; the model core charge is not resolved on the grid; the forces do not sum to zero within the program's tolerance; the exchange-correlation potential is rough where the density is thin.
